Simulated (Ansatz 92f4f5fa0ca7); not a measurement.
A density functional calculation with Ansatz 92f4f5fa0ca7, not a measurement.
Periodic cell of 224 atoms, Si133O89H1N1, from a study of silicon, its oxide and their interface. The atomic structure is a simulated model.
Doubt: the cutoff is far below the 930 eV that the study's wrapper takes by default for these files, so forces and energies are approximate.
This geometry differs little from another in the collection (a relaxation step or a small displacement).

Settings: functional PBE; potential files Ansatz PAW; basis plane waves; wave-function cutoff 580 eV; density cutoff ratio 5; exchange-correlation grid ratio 1; k mesh 1 x 1 x 1, Gamma-centred; self-consistency stop 5e-08 eV per atom in the density residual; occupations fixed; spin none; net charge 0.

Cell vectors (angstrom)
a  10.938  0  0
b  0  10.938  0
c  0  0  32.357

Atoms: element, x, y, z (angstrom)
Si  0.3371  -0.3029  24.7582
Si  5.2929  0.2828  25.075
Si  3.0762  2.4717  25.0267
Si  7.9458  2.9183  25.0198
Si  -0.1975  5.6544  24.7856
Si  5.7522  5.1648  24.9043
Si  2.6247  8.3881  24.6555
Si  8.4921  7.8988  24.8237
Si  1.4041  1.2904  26.1752
Si  6.8346  1.4027  26.4049
Si  4.176  4.0849  26.3002
Si  9.6078  4.1028  26.185
Si  1.4224  6.8347  26.0676
Si  6.8955  6.7941  26.1778
Si  4.1035  9.5215  26.1603
Si  9.6435  9.5271  26.116
Si  2.7546  -0.0488  27.5799
Si  8.2681  -0.0548  27.5601
Si  0.0282  2.699  27.5335
Si  5.4739  2.7483  27.6989
Si  2.7335  5.4812  27.5406
Si  8.2341  5.445  27.5886
Si  0.0481  8.1729  27.5343
Si  5.4956  8.1723  27.5317
Si  4.1018  1.3673  28.9387
Si  9.5708  1.3673  28.9387
Si  1.3673  4.1018  28.9387
Si  6.8362  4.1018  28.9387
Si  4.1018  6.8362  28.9387
Si  9.5708  6.8362  28.9387
Si  1.3673  9.5708  28.9387
Si  6.8362  9.5708  28.9387
Si  0  0  30.306
Si  5.469  0  30.306
Si  2.7345  2.7345  30.306
Si  8.2035  2.7345  30.306
Si  0  5.469  30.306
Si  5.469  5.469  30.306
Si  2.7345  8.2035  30.306
Si  8.2035  8.2035  30.306
Si  1.3673  1.3673  31.6732
Si  6.8362  1.3673  31.6732
Si  4.1018  4.1018  31.6732
Si  9.5708  4.1018  31.6732
Si  1.3673  6.8362  31.6732
Si  6.8362  6.8362  31.6732
Si  4.1018  9.5708  31.6732
Si  9.5708  9.5708  31.6732
Si  2.7345  0  0.6835
Si  8.2035  0  0.6835
Si  0  2.7345  0.6835
Si  5.469  2.7345  0.6835
Si  2.7345  5.469  0.6835
Si  8.2035  5.469  0.6835
Si  0  8.2035  0.6835
Si  5.469  8.2035  0.6835
Si  4.1018  1.3673  2.0507
Si  9.5708  1.3673  2.0507
Si  1.3673  4.1018  2.0507
Si  6.8362  4.1018  2.0507
Si  4.1018  6.8362  2.0507
Si  9.5708  6.8362  2.0507
Si  1.3673  9.5708  2.0507
Si  6.8362  9.5708  2.0507
Si  0  0  3.418
Si  5.469  0  3.418
Si  2.7345  2.7345  3.418
Si  8.2035  2.7345  3.418
Si  0  5.469  3.418
Si  5.469  5.469  3.418
Si  2.7345  8.2035  3.418
Si  8.2035  8.2035  3.418
Si  1.2293  1.4945  4.775
Si  6.8001  1.3911  4.8243
Si  4.1338  4.0293  4.7947
Si  9.5411  4.1114  4.8498
Si  1.3637  6.8233  4.7629
Si  6.7979  6.8973  4.7826
Si  4.0782  9.6185  4.77
Si  9.6045  9.5511  4.7198
Si  2.6794  0.1385  5.9748
Si  8.1812  -0.0709  6.0434
Si  -0.1658  2.7277  6.3803
Si  5.4409  2.6861  6.3379
Si  2.672  5.3725  6.0664
Si  8.1748  5.5334  6.1587
Si  0.0435  8.2306  6.1141
Si  5.4042  8.2599  6.184
Si  3.6797  1.5533  7.5721
Si  9.6292  0.8961  7.6107
Si  1.5349  3.9146  7.5668
Si  6.5426  4.4552  7.4914
Si  4.206  6.596  7.3152
Si  9.3774  7.1557  7.4237
Si  1.2033  9.8922  7.3006
Si  7.077  9.3618  7.449
O  9.6163  6.7853  24.2856
O  4.1834  1.3614  24.4542
O  8.1998  8.2186  7.8992
O  2.6508  2.7774  8.0428
O  6.8597  4.0255  24.4056
O  1.4623  9.5149  24.2099
O  5.3681  5.5559  7.8505
O  0.0192  -0.0372  7.8448
O  7.101  4.06  8.9817
O  6.7223  10.2191  8.8375
O  10.1984  6.7047  8.782
O  2.0816  9.5747  8.6496
O  3.9002  0.6353  8.9532
O  1.0627  4.7135  8.9445
O  8.8884  0.7946  9.1156
O  3.3994  7.1452  8.6236
O  7.7741  8.5125  23.4666
O  8.5349  2.0439  23.7678
O  5.085  5.7595  23.528
O  2.5068  3.2656  23.7176
O  10.6173  0.3981  23.409
O  0.4311  4.941  23.4227
O  3.3766  7.7803  23.2779
O  6.1951  10.6551  23.839
Si  9.5598  2.5243  19.9444
Si  5.6173  6.6859  19.6526
Si  7.9786  3.4463  14.5619
Si  13.3508  3.2391  13.3658
Si  4.701  1.4454  13.5955
Si  5.0206  7.2276  14.3197
Si  4.0166  5.4768  12.2695
Si  4.0111  6.4417  22.5128
Si  9.6305  10.7032  14.4031
Si  6.8239  5.5674  12.6299
Si  7.3572  1.9305  12.1871
Si  3.3198  13.5038  17.8459
Si  7.9986  4.3833  10.2895
Si  9.2444  7.8555  14.6948
Si  7.5418  0.493  18.4899
Si  9.7927  5.1815  16.2563
Si  7.6878  9.657  16.3216
Si  2.2159  11.335  12.444
Si  8.0104  15.843  18.8043
Si  12.4835  13.4541  20.0777
Si  -1.6514  1.0624  22.7207
Si  4.9342  10.043  15.4157
Si  2.8438  10.917  19.2303
Si  5.5569  9.6557  20.1165
Si  10.757  5.4688  9.6909
Si  7.0991  9.8338  22.7845
Si  6.2833  13.8246  17.0388
Si  -3.107  -0.1926  9.9368
Si  1.7738  4.295  16.1072
Si  -1.7012  9.1445  12.014
Si  1.0292  8.8921  14.2788
Si  3.4847  7.6388  10.1605
Si  1.7481  4.2748  22.7057
Si  2.5874  9.1182  16.9561
Si  13.9994  10.3644  9.6957
Si  4.034  6.4143  17.0836
Si  11.6816  -3.4775  11.7163
O  5.1077  6.6816  15.8635
O  3.7483  2.6594  14.1241
O  6.6547  3.2195  15.4847
O  3.9731  10.0837  20.0754
O  4.2397  6.4494  10.9746
O  1.3233  3.349  21.4451
O  4.0859  9.1756  10.2346
O  -3.3774  -5.2146  11.1623
O  10.6598  -2.2667  11.4018
O  9.2493  3.7755  15.5491
O  5.4475  4.7118  12.4013
O  3.5555  10.2037  16.229
O  6.3639  6.9234  13.4299
N  10.3588  9.1733  14.7711
O  6.0778  9.6421  16.4846
O  9.7846  6.3782  15.1302
O  13.7769  4.3391  12.2038
O  6.7387  1.3681  17.3741
O  1.7291  8.5399  15.7036
O  1.9583  9.8925  18.2712
O  14.2665  7.8056  17.545
O  4.7013  14.0813  17.2478
O  8.6648  12.3685  19.159
O  5.8405  2.1088  12.6928
O  8.2581  2.1337  13.5874
O  2.7528  5.4522  22.2094
O  8.9052  14.9636  19.8625
O  2.072  10.9501  10.8694
O  -3.1333  4.7593  13.6339
O  10.6367  11.8684  14.9115
O  7.8558  3.1321  11.2683
O  8.7478  7.9742  13.0993
O  2.7507  14.1894  19.2343
O  12.4957  4.0504  14.4957
O  8.2813  10.8113  22.2202
O  12.9714  7.7691  10.8287
O  12.5777  1.9317  12.7156
O  8.1751  10.7026  15.1592
O  4.7921  16.8668  18.4483
O  8.2785  10.154  17.7622
O  5.3214  11.4907  14.7939
O  3.8238  0.4207  12.6918
O  7.0113  14.8231  18.0624
O  -1.5628  10.6069  12.7699
O  9.7136  1.9999  21.4724
O  5.7972  8.2721  19.2828
O  2.9431  5.3464  16.5299
O  -2.5906  -1.5668  10.6726
O  6.4574  21.8273  19.565
O  12.0249  7.5401  13.3222
O  6.0723  9.3529  21.6279
O  2.1492  2.8307  16.7363
O  7.1177  16.928  19.6584
O  7.2691  11.5782  11.2152
O  8.9459  16.5037  17.6138
O  1.9323  0.906  20.2438
O  3.7818  -4.494  13.5797
O  8.0933  8.1592  15.8229
O  0.1925  6.0074  11.1971
O  4.799  8.846  14.2995
O  11.0529  13.5175  19.2819
O  4.8022  6.6408  21.0856
O  1.5936  10.194  13.4448
O  11.3219  4.8864  16.7042
O  3.5962  1.0122  18.214
O  9.5528  4.3989  9.8348
H  10.3333  12.7904  14.933

Results
free energy: -135567.230 eV
free energy less fixed offsets of H -15.97, N -385.13, O -568.88, Si -635.61 eV per atom: 0.320 eV

Forces (eV/angstrom), in the order of the atoms: element, x, y, z
Si  0.0769  -0.1121  -0.0906
Si  -0.021  0.0971  -0.1657
Si  0.1061  -0.0455  -0.2179
Si  -0.096  0.0283  -0.2042
Si  -0.0734  0.0862  -0.0731
Si  0.0558  -0.1072  -0.0613
Si  -0.0847  0.0769  -0.0853
Si  0.0852  -0.0865  -0.076
Si  0.0342  -0.0377  0.0068
Si  -0.0039  -0.0052  -0.0322
Si  0.0243  0.0034  -0.0254
Si  -0.0306  0.0482  0.0028
Si  -0.0233  0.0338  -0.0084
Si  0.0391  -0.0423  -0.0021
Si  -0.047  0.0333  0.0095
Si  0.0486  -0.0252  -0.0143
Si  0.0178  0.0036  -0.0156
Si  -0.0377  0.0355  0.0043
Si  -0.0071  0.0135  0.0029
Si  -0.0286  -0.003  -0.0022
Si  0.0209  -0.0214  -0.0185
Si  0.0029  0.0002  -0.0188
Si  -0.0012  -0.0082  0.0088
Si  -0.0123  0.0086  0.0031
Si  -0.2606  -0.2953  0.3994
Si  0.1752  -0.1072  -0.1415
Si  0.023  -0.036  -0.3029
Si  0.3399  0.2995  0.6476
Si  0.0288  0.0128  -0.2126
Si  0.2191  0.0279  -0.0656
Si  -0.0071  -0.1768  0.0582
Si  0.1139  -0.1695  -0.2414
Si  0.0169  0.019  -0.0171
Si  -0.0471  0.0666  -0.0138
Si  -0.0184  -0.0597  0.0057
Si  -0.0506  0.0818  -0.003
Si  -0.0678  0.0289  -0.015
Si  0.0688  0.0203  0.0064
Si  -0.0303  0.058  -0.0205
Si  -0.0073  0.0065  -0.0153
Si  -0.0223  -0.0045  0.0004
Si  0.0443  -0.064  -0.0174
Si  0.0238  0.0046  -0.0207
Si  0.0369  -0.0455  -0.015
Si  0.0908  -0.0317  -0.0285
Si  -0.0201  -0.01  -0.0077
Si  0.0028  -0.0459  -0.022
Si  -0.0114  0.0248  -0.0166
Si  0.0597  -0.0036  -0.0146
Si  -0.0518  0.0454  0.0069
Si  -0.0246  0.0244  0.0491
Si  -0.0452  0.0407  0.0401
Si  -0.0893  0.035  0.0004
Si  0.0089  -0.0131  -0.0192
Si  -0.0226  0.0037  0.0313
Si  0.0295  0.0214  0.0442
Si  -0.1109  -0.1382  0.0166
Si  -0.0071  -0.1385  -0.0132
Si  0.1488  0.0407  -0.0069
Si  0.0616  0.0631  0.0232
Si  -0.0224  -0.0615  0.0146
Si  -0.1224  -0.0974  0.0031
Si  0.0695  0.0823  0.0026
Si  0.094  0.0424  0.0099
Si  -0.0173  0.3302  -0.3451
Si  0.0728  0.1837  -0.0204
Si  -0.2429  0.1105  -0.1143
Si  -0.1136  0.1011  0.3598
Si  -0.2069  -0.2018  0.1183
Si  -0.0023  -0.0808  0.1639
Si  0.0432  0.0215  -0.0011
Si  -0.0351  -0.0455  -0.306
Si  -0.0032  -0.0088  -0.0029
Si  0.003  -0.0119  0.0363
Si  -0.0185  0.0272  0.0245
Si  0.022  -0.0008  0.0265
Si  0.0153  0.0013  0.0272
Si  0.0182  -0.0357  0.0226
Si  0.0334  0.0001  0.0248
Si  -0.0233  0.0381  0.0347
Si  -0.0405  0.0257  -0.0103
Si  0.0537  -0.0263  -0.0645
Si  -0.0169  -0.0308  0.0245
Si  -0.0037  0.0276  0.0113
Si  0.0454  -0.035  -0.0033
Si  -0.0354  0.0304  0.0107
Si  -0.0355  -0.0568  -0.0412
Si  -0.0262  -0.0062  -0.0191
Si  -0.0604  0.0349  0.0799
Si  0.013  -0.0093  0.0586
Si  0.0537  -0.069  0.0159
Si  -0.0724  0.0388  0.0307
Si  0.0151  -0.092  0.06
Si  -0.0421  0.0112  0.0305
Si  -0.0075  0.1773  0.1311
Si  0.0924  0.0343  0.1044
O  -0.0101  -0.0325  0.1203
O  -0.0269  0.0125  0.1751
O  -0.0106  -0.0071  -0.0728
O  0.0148  -0.0095  -0.0863
O  0.0492  -0.0346  0.149
O  0.0131  0.0251  0.1107
O  0.0082  0.0096  -0.0868
O  0.0255  -0.0499  -0.0837
O  -0.0022  0.0021  -0.0783
O  -0.0364  -0.0382  -0.0712
O  0.0074  -0.0058  -0.025
O  -0.029  -0.02  -0.0716
O  0.0061  0.0269  -0.0656
O  -0.0171  0.017  -0.0279
O  -0.0081  -0.0235  -0.0293
O  0.0051  -0.0106  -0.0632
O  -0.0151  0.0224  0.0479
O  0.0237  0.0198  0.0641
O  -0.0263  0.0289  0.0445
O  -0.0587  0.0328  0.0352
O  -0.0225  0.027  0.0413
O  0.0217  -0.0323  0.0381
O  0.0061  -0.0044  0.0631
O  -0.0225  -0.0164  0.0508
Si  0.0238  0.0069  -0.0702
Si  0.0196  0.0382  -0.0567
Si  -0.0215  0.0072  -0.0246
Si  0.0088  -0.0251  0.0001
Si  -0.0239  0.0019  -0.0271
Si  -0.0082  0.0023  -0.0205
Si  0.0176  -0.0268  0.0406
Si  0.0128  -0.012  -0.026
Si  0.0024  -0.0095  -0.0011
Si  -0.0308  -0.0315  0.0263
Si  -0.0113  0.0065  0.031
Si  -0.0224  0.0066  0.0094
Si  -0.0164  -0.0001  0.1326
Si  -0.0297  0.011  -0.0344
Si  0.0206  0.0121  0.0136
Si  -0.0169  -0.0204  -0.024
Si  0.0463  -0.0089  -0.0377
Si  0.0356  0.0055  0.0654
Si  0.0038  -0.0222  0.02
Si  -0.0394  -0.0074  -0.0309
Si  -0.0013  0.0846  -0.0167
Si  0.0014  -0.0208  -0.0604
Si  -0.005  0.0388  0.0426
Si  -0.0048  0.0021  -0.0555
Si  -0.0027  0.0067  0.0791
Si  -0.0555  0.009  -0.0102
Si  0.0234  -0.0056  -0.0266
Si  0.0293  0.0164  0.0539
Si  0.0009  -0.0253  -0.0593
Si  0.0088  0.0007  0.0393
Si  -0.0028  0.0114  -0.0518
Si  -0.0036  0.0216  0.1116
Si  0.026  -0.1196  -0.0194
Si  0.0137  -0.0067  -0.0171
Si  -0.0203  -0.0079  0.0828
Si  0.0301  -0.0027  -0.0368
Si  0.0202  0.0245  0.0831
O  0.0001  -0.0033  0.0319
O  -0.0072  0.0038  0.0053
O  -0.0018  -0.0059  0.0278
O  0.0015  -0.0077  0.0028
O  -0.0086  0.0225  -0.0556
O  0.0426  0.0618  0.1341
O  0.0075  0.0045  -0.0597
O  0.004  -0.0104  -0.0551
O  -0.0156  0.0018  -0.0567
O  -0.0051  0.0057  0.0165
O  0.0039  0.0386  -0.0021
O  -0.0183  0.0006  0.0268
O  0.008  -0.0257  -0.0176
N  -0.0017  0.0115  0.0409
O  0.0012  0.0117  0.018
O  0.0018  0.0023  0.0093
O  0.0034  0.0142  -0.0048
O  -0.0054  0.0001  -0.0035
O  0.0116  0.0095  0.0425
O  -0.0006  -0.0227  -0.0235
O  -0.022  0.0217  0.0157
O  -0.0034  0.0016  0.0162
O  -0.0044  0.002  0.0103
O  0.0235  -0.0046  -0.0105
O  -0.006  0.004  -0.0005
O  -0.0037  -0.0184  0.0308
O  -0.0052  0.0016  -0.0139
O  0.0246  -0.0098  -0.071
O  0.0034  0.0306  -0.0054
O  -0.036  0.0601  0.0132
O  0.0178  -0.0106  -0.0147
O  -0.0142  -0.0303  0.0119
O  0.009  -0.016  0.0002
O  -0.0039  0.0037  0.0114
O  0.0048  0.0035  0.0198
O  -0.0249  0.0069  -0.0375
O  -0.001  0.0083  -0.0038
O  -0.003  0.0037  -0.0054
O  -0.0121  0.0119  0.01
O  -0.0173  -0.0055  -0.0128
O  0.0069  -0.0195  0.0254
O  -0.009  -0.0042  -0.0048
O  -0.0073  0.0009  0.0147
O  -0.0113  0.0268  -0.0173
O  -0.0234  -0.0573  0.1229
O  -0.001  -0.0042  0.0115
O  -0.009  -0.0031  0.011
O  0.0189  0.0148  -0.0222
O  -0.0053  0.002  0.0086
O  0.0142  -0.0079  -0.0093
O  0.0411  0.0013  0.0784
O  0.004  0.0027  0.0041
O  -0.0099  0.0045  0.0034
O  -0.0151  -0.004  -0.0419
O  0.0057  0.0071  -0.0031
O  0.0041  0.0055  -0.0101
O  -0.0034  0.0048  -0.0066
O  -0.0035  0.0114  0.0185
O  -0.0253  -0.0451  -0.0788
O  -0.003  0.0142  0.0087
O  0.0098  -0.0001  0.0401
O  -0.0276  -0.0027  0.0704
O  0.0034  0.0274  -0.0044
O  -0.0082  0.0119  0.0239
O  0.0083  -0.0017  -0.0125
O  0.011  -0.0181  -0.0563
H  0.0271  -0.0536  -0.007

The program warned: the cutoff lies below the one the program advises for these potential files; the forces do not sum to zero within the program's tolerance; the exchange-correlation potential is rough where the density is thin.
